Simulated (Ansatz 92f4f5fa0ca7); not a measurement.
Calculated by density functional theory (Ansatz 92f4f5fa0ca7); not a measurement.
Periodic cell of 186 atoms, Si104O82, from a study of silicon, its oxide and their interface. The atomic structure is a simulated model.

Settings: functional r2SCAN; potential files Ansatz norm-conserving; basis plane waves; wave-function cutoff 1300 eV; density cutoff ratio 4; exchange-correlation grid ratio 1; k mesh 2 x 2 x 1, shifted by 0.5 0.5 0.5 of a step; self-consistency stop 5e-08 eV per atom in the density residual; occupations Fermi-Dirac, 0.05 eV; spin none; net charge 0.

Cell vectors (angstrom)
a, 11.5403, 0, 0
b, 0, 11.5403, 0
c, -3.0151, 3.9683, 23.4671

Atoms: element, x, y, z (angstrom)
Si, 1.1276, -0.6567, -0.1941
Si, 1.2108, 2.261, 0.7966
Si, 1.1939, 5.2493, 0.2087
Si, 5.2535, -0.7748, 0.1247
Si, 5.0945, 2.3072, 0.6129
Si, 4.9016, 5.327, -0.1007
Si, 8.8463, -0.5227, 0.193
Si, 8.9304, 2.5459, 0.5525
Si, 8.947, 5.6129, -0.0176
Si, 3.1246, -1.4106, 1.1033
Si, 3.1988, 2.3234, 1.923
Si, 3.1369, 5.9532, 1.3615
Si, 7.0221, -1.2117, 1.5895
Si, 7.0154, 2.4712, 1.8587
Si, 6.9147, 6.1086, 1.1458
Si, 10.8467, -1.2889, 1.2652
Si, 10.7818, 2.3927, 1.946
Si, 10.82, 6.0642, 1.3446
Si, 3.1463, 0.2565, 2.8866
Si, 3.1747, 4.3566, 3.0394
Si, 3.1382, 8.0819, 2.516
Si, 7.0062, 0.5123, 3.0983
Si, 6.9711, 4.5004, 2.9343
Si, 6.9708, 8.1063, 2.5751
Si, 10.813, 0.3494, 2.9794
Si, 10.8423, 4.4284, 3.023
Si, 10.8451, 8.1284, 2.5645
Si, 1.2412, 0.3757, 4.2507
Si, 1.2425, 4.4102, 4.3567
Si, 1.2417, 8.0667, 4.0031
Si, 5.0171, 0.4243, 4.3049
Si, 5.0947, 4.4334, 4.3576
Si, 5.0384, 8.1016, 4.014
Si, 8.9342, 0.3981, 4.3787
Si, 8.8942, 4.4565, 4.3152
Si, 8.896, 8.0463, 3.9935
Si, 1.1803, -1.6228, 5.4563
Si, 1.3061, 2.3869, 5.4997
Si, 1.2511, 6.3292, 5.733
Si, 5.0027, -1.5875, 5.4873
Si, 5.0403, 2.4263, 5.5461
Si, 5.0892, 6.3582, 5.7189
Si, 8.8312, -1.6752, 5.469
Si, 8.9841, 2.44, 5.4997
Si, 8.9021, 6.3407, 5.7191
Si, 3.0689, -1.5079, 6.8415
Si, 3.1607, 2.5069, 6.9382
Si, 3.2093, 6.3145, 7.1885
Si, 6.9099, -1.6563, 6.8574
Si, 7.0296, 2.4631, 6.7629
Si, 6.9921, 6.3642, 7.1887
Si, 10.7626, -1.743, 6.7755
Si, 10.9339, 2.3484, 6.8052
Si, 10.8227, 6.2651, 7.1413
Si, 3.0505, 0.5067, 8.0821
Si, 3.3281, 4.2969, 8.5668
Si, 3.0394, 8.3472, 8.4659
Si, 6.9628, 0.4326, 7.8246
Si, 7.0908, 4.2294, 8.3041
Si, 6.8046, 8.3168, 8.6739
Si, 10.7497, 0.2717, 7.8212
Si, 11.0319, 4.1453, 8.3121
Si, 10.6946, 8.2223, 8.5651
Si, 12.5461, 0.1642, 9.2315
Si, 1.3672, 4.3241, 9.8714
Si, 1.1168, 8.7161, 9.8435
Si, 5.1038, 0.6026, 9.1186
Si, 5.39, 3.7145, 9.8673
Si, 4.748, 9.1237, 9.9113
Si, 8.8514, 0.3865, 9.1253
Si, 9.0658, 3.5654, 9.4102
Si, 8.7535, 8.8952, 9.9051
Si, 1.2233, 6.6134, 11.9064
Si, 6.4366, 3.4984, 12.6499
Si, 3.6215, 2.8992, 15.1065
Si, 5.3649, 7.9725, 17.3119
Si, 4.9384, 0.985, 13.3462
Si, 1.1251, -0.1036, 13.625
Si, 1.0187, 9.3127, 20.3617
Si, 3.3247, 5.7309, 14.1473
Si, 11.8534, 2.8266, 18.4744
Si, -0.6255, 4.2568, 16.1719
Si, 3.0735, 5.9393, 17.163
Si, -1.2132, 5.8858, 13.8158
Si, 0.9033, 1.8636, 15.9343
Si, -2.4185, 14.5656, 20.0531
Si, 0.5374, 2.1059, 11.6498
Si, 5.5154, 7.9619, 14.2901
Si, 3.6404, 9.1131, 19.2711
Si, 9.3681, 3.4598, 12.2695
Si, 3.7027, 9.9239, 12.7378
Si, 2.8186, 4.0024, 19.3953
Si, 9.7758, 10.806, 14.1968
Si, 5.4628, 11.0783, 20.7552
Si, 8.4019, 8.2113, 13.008
Si, 6.4659, 15.1255, 15.6853
Si, 2.0943, 6.7988, 19.6152
Si, 8.0499, 11.8472, 19.4204
Si, 7.4936, 12.2688, 14.9666
Si, 8.3488, 4.8792, 17.733
Si, 4.2101, 2.3064, 21.3791
Si, 8.7897, 10.4919, 16.8027
Si, 9.6684, 9.6852, 20.5628
Si, 8.1745, 7.9427, 18.4185
O, 8.8358, 9.6623, 13.5649
O, 5.0571, 3.6753, -0.342
O, 8.0447, 13.4227, 19.6734
O, 1.2419, 0.9987, -0.2652
O, 4.9097, 3.2554, 16.0317
O, 8.9104, 1.0982, -0.2933
O, 9.399, 4.1746, 16.7176
O, 4.5095, 5.8695, -1.6312
O, 10.067, 10.5413, 15.7927
O, 8.872, 11.0861, 20.5635
O, 1.1003, 3.6196, -0.112
O, -2.2317, 14.5913, 21.659
O, 7.4728, 11.0271, 16.017
O, 2.2182, 5.2994, 20.2027
O, 4.0984, 3.3403, 20.1214
O, 9.984, 9.5953, 22.1211
O, 0.9053, 7.6636, 20.295
O, 6.515, 11.3412, 19.532
O, 3.5073, 7.5859, 19.8525
O, 4.3188, -0.1522, 12.4043
O, 10.6049, 2.4084, 12.26
O, -0.4144, 9.8656, 19.8508
O, 3.9654, 9.003, 11.4086
O, 0.4865, 1.3508, 10.23
O, 4.5567, 6.5776, 17.2558
O, 5.2728, 2.0438, 9.946
O, 8.9012, 1.9162, 9.809
O, 5.3257, 2.3343, 12.5874
O, 4.4869, 9.1669, 13.9399
O, 1.1289, 10.3491, 10.1658
O, 9.5491, 4.5115, 13.4862
O, 8.8234, 10.5764, 10.1457
O, 9.2967, 4.3047, 10.8797
O, 2.4543, 6.3146, 12.9176
O, 8.6751, 8.1594, 11.4057
O, 11.1651, 10.8507, 13.3782
O, 4.7389, 6.5358, 14.1392
O, 2.6096, 5.9212, 15.6098
O, 5.2412, 10.71, 9.9369
O, -2.2704, 7.1085, 13.8408
O, 7.3088, 2.1795, 15.6787
O, 1.9257, 6.7669, 17.9794
O, 6.8234, 7.9654, 13.333
O, 3.4731, 4.1076, 14.0046
O, 4.4496, 0.7911, 20.8839
O, 0.4213, 1.5479, 17.4606
O, 1.3487, 5.8654, 10.4648
O, 4.5751, 9.8185, 20.3417
O, 1.1049, 0.4667, 15.1565
O, 8.6341, 6.4641, 17.939
O, 5.9571, 4.3779, 11.3375
O, 4.3064, 9.1319, 17.7828
O, 1.1389, 8.155, 11.4094
O, 1.3855, 1.1963, 12.686
O, 8.9635, 3.9521, -0.4069
O, 5.148, 0.8688, -0.2485
O, 6.9608, 4.5652, 16.9021
O, 7.8983, 2.7949, 12.4776
O, 8.918, 12.2044, 14.1626
O, 3.8383, 1.4294, 14.4495
O, 1.6507, 2.8782, 19.3704
O, 1.3379, 3.475, 11.2999
O, 3.2222, 4.4974, 17.9026
O, 5.9807, 8.2218, 15.8337
O, 6.5457, 7.9326, 18.4317
O, 2.2945, 2.7008, 15.994
O, -0.2113, 2.9134, 15.3119
O, 8.8069, 8.4722, 19.8386
O, 8.5551, -1.3034, -1.2269
O, 8.4991, 4.3137, 19.2601
O, 2.8209, 2.4008, 22.2458
O, 8.8682, 11.5065, 18.0585
O, 10.5752, 2.6697, 19.4257
O, -0.1259, 6.1867, 12.671
O, 6.492, 4.1977, 14.1504
O, 2.1988, 10.2528, 13.3262
O, 9.1631, 6.6594, -1.3
O, 8.6645, 8.964, 17.2672
O, 6.2639, 0.3639, 14.0041
O, 0.2623, 4.2037, 17.5552
O, 2.1474, 9.7718, 19.2579
O, -0.4932, 5.6106, 15.2677

Results
free energy: -50300.182 eV
free energy less fixed offsets of O -463.61, Si -117.95 eV per atom: -17.362 eV
pressure: -1.50 GPa
stress xx, yy, zz, yz, xz, xy (GPa, positive in tension): 0.25, 2.45, 1.81, 0.07, -0.06, -0.34

Forces (eV/angstrom), in the order of the atoms: element, x, y, z
Si, -0.2182, 0.5536, -0.7607
Si, -0.0073, 0.2657, -1.2167
Si, 0.2369, -0.4109, -0.8731
Si, 0.1983, 0.3724, -0.5461
Si, -0.0458, -0.1024, -1.1187
Si, -0.0359, -0.2149, -0.688
Si, -0.1296, 0.0848, -0.6893
Si, 0.0761, 0.1629, -1.0694
Si, 0.106, -0.3196, -0.3262
Si, 0.1788, 0.1289, -0.1401
Si, -0.0503, 0.1554, -0.0476
Si, -0.124, -0.0174, -0.1599
Si, 0.1114, -0.0094, -0.1119
Si, 0.0792, -0.0864, -0.0604
Si, -0.1655, -0.1282, -0.1396
Si, -0.1211, 0.0529, -0.0757
Si, -0.1454, -0.0117, -0.0865
Si, 0.0617, -0.0865, -0.1774
Si, 0.0283, -0.28, 0.1511
Si, 0.0718, 0.1165, 0.3761
Si, -0.0153, -0.1013, -0.1057
Si, -0.0128, 0.0042, 0.3415
Si, -0.0464, 0.2135, 0.2184
Si, 0, -0.0058, -0.0983
Si, -0.0816, -0.064, 0.3198
Si, 0.0684, 0.265, 0.4075
Si, -0.0254, 0.0101, -0.04
Si, 0.0362, -0.1081, -0.0752
Si, -0.1308, 0.0884, -0.0461
Si, 0.0328, 0.081, -0.0171
Si, 0.0316, -0.1666, -0.0119
Si, -0.0526, 0.099, -0.0545
Si, -0.0321, 0.0445, -0.0264
Si, -0.0171, -0.3074, -0.1607
Si, -0.001, -0.0302, -0.1098
Si, 0.0065, 0.0458, -0.0629
Si, -0.0356, 0.0376, 0.0701
Si, -0.0606, 0.0728, 0.0575
Si, -0.0028, -0.121, 0.1038
Si, 0.1063, 0.005, 0.0817
Si, 0.0709, 0.0948, 0.0447
Si, -0.0444, -0.1161, -0.0156
Si, -0.0732, 0.039, 0.1366
Si, -0.0214, 0.2541, 0.1677
Si, 0.0506, -0.0485, 0.034
Si, -0.008, -0.0238, -0.1446
Si, -0.0425, 0.2245, 0.0808
Si, -0.0839, 0.1848, 0.0687
Si, -0.1558, -0.2141, -0.187
Si, 0.037, -0.0693, -0.2972
Si, -0.0393, 0.0914, 0.1108
Si, 0.0469, -0.3344, -0.2824
Si, 0.1189, 0.1861, -0.229
Si, 0.1169, 0.0211, 0.0856
Si, -0.3078, -0.143, 0.1089
Si, 0.0915, -0.209, 0.0918
Si, -0.1228, -0.0722, 0.2281
Si, 0.1285, 0.0875, -0.0457
Si, -0.0189, -0.024, 0.1256
Si, 0.0297, 0.0077, 0.1927
Si, 0.0656, 0.0457, 0.0455
Si, 0.1448, 0.0177, 0.0722
Si, 0.0993, 0.0466, 0.2364
Si, 0.049, 0.0625, 0.7163
Si, -0.1622, 0.5098, 0.224
Si, -0.0404, 0.2991, 0.3386
Si, 0.0963, -0.022, 0.7899
Si, 0.3649, -0.2545, -0.0565
Si, -0.1833, 0.5069, 0.2879
Si, -0.0122, -0.0508, 0.8774
Si, -0.0059, -0.4671, 0.6766
Si, 0.0023, 0.3322, 0.5736
Si, -0.0764, -0.0826, 0.11
Si, -0.0375, -0.137, 0.3874
Si, 0.0155, -0.0771, 0.2917
Si, -0.0451, 0.1183, -0.0005
Si, -0.0384, -0.2813, 0.2568
Si, -0.1407, -0.1187, 0.3653
Si, 0.0598, -0.1037, -0.5658
Si, 0.0291, -0.0662, 0.3878
Si, 0.1562, -0.1849, -0.0224
Si, -0.0374, 0.0673, -0.0328
Si, -0.1105, -0.0109, -0.115
Si, 0.0801, 0.0881, 0.3591
Si, -0.0172, -0.1605, 0.1335
Si, -0.0253, -0.0719, -0.5748
Si, 0.1452, -0.2582, 0.2805
Si, 0.0433, 0.0551, 0.3036
Si, -0.0711, -0.1166, -0.2392
Si, -0.1406, 0.0775, 0.4469
Si, 0.0334, 0.0869, 0.4538
Si, -0.1154, 0.0752, -0.1241
Si, 0.1472, 0.1388, 0.1059
Si, -0.1639, -0.1777, -0.4864
Si, -0.0062, 0.1196, 0.5556
Si, -0.046, -0.1125, 0.3404
Si, -0.033, 0.0915, 0.0534
Si, 0.1646, -0.0251, -0.2133
Si, -0.0705, 0.0696, 0.0116
Si, -0.0107, 0.0304, -0.0661
Si, 0.007, 0.1389, -0.2667
Si, 0.0955, -0.1002, 0.1906
Si, -0.0056, 0.1332, -0.3192
Si, 0.006, -0.0238, -0.1801
O, -0.007, -0.147, -0.0995
O, -0.0535, 0.312, 0.4793
O, 0.1547, -0.0038, 0.1942
O, -0.0435, -0.5771, 0.6836
O, 0.0101, 0.021, -0.3876
O, 0.0166, -0.4242, 0.7212
O, 0.0544, 0.1089, 0.0959
O, 0.1922, -0.2988, 0.4839
O, -0.3978, 0.0833, -0.2485
O, -0.0545, -0.0907, -0.0939
O, 0.0681, 0.487, 0.7657
O, 0.1597, -0.0601, 0.7908
O, 0.2621, 0.1335, -0.0879
O, 0.1211, -0.0669, -0.2392
O, -0.1377, -0.2715, 0.4494
O, -0.0524, 0.0376, 0.2863
O, 0.2786, 0.2924, 0.085
O, -0.0523, -0.0052, 0.3784
O, -0.2916, 0.202, -0.1027
O, -0.0364, 0.032, 0.0474
O, 0.0312, 0.1019, -0.3316
O, -0.0709, -0.1431, 0.3808
O, 0.3702, -0.0118, -0.5599
O, 0.0148, -0.0533, 0.0957
O, -0.1177, 0.1, -0.0211
O, -0.1293, 0.3085, -0.0772
O, 0.1845, 0.4563, -0.3053
O, 0.1098, -0.0615, 0.1307
O, -0.0505, -0.0133, -0.3284
O, 0.0089, -0.071, -0.6171
O, 0.0532, -0.0985, -0.3401
O, 0.0491, -0.2922, -0.4886
O, -0.1025, -0.3722, -0.1848
O, -0.1476, 0.0677, -0.1411
O, 0.0835, 0.3674, -0.5689
O, 0.0719, 0.1525, -0.0032
O, -0.1344, 0.0315, -0.0495
O, 0.2836, -0.0765, -0.1983
O, -0.316, -0.3999, 0.0388
O, -0.01, -0.0293, -0.3096
O, -0.1233, 0.048, -0.1956
O, 0.3486, -0.1988, 0.2952
O, 0.1435, 0.0341, -0.1377
O, 0.0078, 0.1115, 0.0492
O, 0.1111, 0.0498, 0.1472
O, 0.047, 0.5158, -0.1046
O, 0.0276, -0.3446, 0.0107
O, 0.0969, 0.2028, 0.1255
O, -0.0009, 0.0861, -0.3675
O, -0.1278, -0.0154, 0.0243
O, -0.317, -0.5138, -0.4781
O, 0.0901, -0.2824, 0.2716
O, 0.0538, -0.1154, -0.4002
O, -0.2323, 0.1379, -0.2569
O, -0.0588, 0.2436, 0.7699
O, -0.019, -0.3068, 0.5572
O, 0.2164, -0.1263, -0.0956
O, -0.0029, 0.2738, -0.2123
O, -0.0661, -0.2924, 0.119
O, 0.2041, 0.1448, -0.2558
O, 0.0645, 0.2517, -0.0907
O, -0.1297, 0.0656, -0.4213
O, -0.1286, 0.1368, 0.2251
O, -0.212, -0.1564, -0.1453
O, 0.141, 0.0422, -0.1202
O, 0.0285, 0.0035, -0.2431
O, 0.1732, 0.0745, 0.2642
O, 0.1441, 0.2892, 0.0322
O, -0.0789, 0.1947, 0.2792
O, 0.1468, -0.194, 0.038
O, -0.1012, 0.3084, 0.2067
O, -0.2039, -0.0913, 0.1843
O, -0.2056, 0.1407, 0.088
O, 0.1137, 0.0361, -0.0534
O, -0.016, -0.1835, -0.3956
O, 0.228, 0.0667, -0.335
O, -0.128, -0.3894, 0.2087
O, -0.0853, 0.0621, 0.1773
O, -0.083, 0.2553, -0.1147
O, -0.1489, -0.2655, -0.1062
O, 0.0212, -0.2448, 0.443
O, -0.1596, -0.2171, -0.2262
